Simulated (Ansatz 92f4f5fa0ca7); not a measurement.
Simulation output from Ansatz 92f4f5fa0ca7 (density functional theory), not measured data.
Periodic cell of 223 atoms, Si132O89H2, from a study of silicon, its oxide and their interface. The atomic structure is a simulated model.
Doubt: the cutoff is far below the 930 eV that the study's wrapper takes by default for these files, so forces and energies are approximate.

Settings: functional PBE; potential files Ansatz PAW; basis plane waves; wave-function cutoff 580 eV; density cutoff ratio 5; exchange-correlation grid ratio 1; k mesh 1 x 1 x 1, Gamma-centred; self-consistency stop 5e-08 eV per atom in the density residual; occupations fixed; spin none; net charge 0.

Cell vectors (angstrom)
a 10.938 0 0
b 0 10.938 0
c 0 0 32.7132

Atoms and the computed forces on them: element, x, y, z (angstrom), force x, y, z (eV/angstrom)
Si -0.0429 0.2406 25.1157 0.0038 -0.0156 0.0479
Si 5.7225 -0.1882 25.1715 -0.0219 0.0195 0.0258
Si 2.4033 2.9557 25.2639 0.0277 -0.0207 0.0241
Si 8.5505 2.4172 25.0366 -0.0152 0.0183 0.0247
Si 0.3405 5.328 25.2775 -0.0228 0.027 0.0301
Si 5.1733 5.8066 25.2552 0.02 -0.0277 -0.0082
Si 3.0185 7.994 25.6365 -0.0243 0.0358 0.0212
Si 7.9109 8.4676 25.2238 0.0237 -0.0123 0.0185
Si 1.3303 1.4009 26.6368 0.0093 -0.0108 -0.0074
Si 6.9359 1.3687 26.4613 -0.0029 0.0089 0.0018
Si 4.1165 4.0778 26.4855 0.0024 -0.0118 -0.0044
Si 9.5776 4.1104 26.4172 -0.0023 0.001 -0.006
Si 1.4269 6.7627 26.7732 -0.01 0.0062 -0.0105
Si 6.8087 6.8811 26.5785 0.0165 -0.0109 -0.0003
Si 4.2341 9.6487 26.6806 -0.007 -0.0006 -0.0128
Si 9.6367 9.5778 26.4249 0.0021 -0.0014 -0.0049
Si 2.7407 0.0227 27.9435 -0.0112 -0.0001 0.009
Si 8.2558 -0.021 27.884 0.0032 -0.0073 -0.0055
Si -0.058 2.7738 27.9365 -0.0007 0.002 0.0065
Si 5.509 2.7112 27.8564 0.0025 -0.005 0.0097
Si 2.8116 5.3755 28.0009 -0.0035 0.0023 0.0189
Si 8.2096 5.4568 27.8665 -0.0011 0.0048 0.0111
Si -0.0183 8.2096 27.9198 -0.0004 0.0081 0.0103
Si 5.4988 8.2056 28.007 0.0011 0.0123 0.017
Si 4.1018 1.3673 29.2949 0.2133 0.2203 -0.1361
Si 9.5708 1.3673 29.2949 -0.1676 0.0052 0.0438
Si 1.3673 4.1018 29.2949 -0.1112 -0.2945 0.341
Si 6.8362 4.1018 29.2949 0.0344 -0.0428 -0.4206
Si 4.1018 6.8362 29.2949 0.0937 -0.1173 0.4352
Si 9.5708 6.8362 29.2949 -0.1723 -0.0523 -0.2239
Si 1.3673 9.5708 29.2949 -0.071 0.0123 -0.1019
Si 6.8362 9.5708 29.2949 0.5472 0.1685 0.2438
Si 0 0 30.6622 0.0442 0.0628 -0.0089
Si 5.469 0 30.6622 0.0523 0.0662 -0.0312
Si 2.7345 2.7345 30.6622 -0.0713 -0.008 0.0171
Si 8.2035 2.7345 30.6622 -0.0288 -0.0851 -0.0148
Si 0 5.469 30.6622 0.0618 0.0374 -0.0381
Si 5.469 5.469 30.6622 0.0175 0.1051 0.0146
Si 2.7345 8.2035 30.6622 -0.0403 -0.0553 -0.0251
Si 8.2035 8.2035 30.6622 -0.0191 0.0451 0.0202
Si 1.3673 1.3673 32.0294 0.0627 -0.0353 -0.0018
Si 6.8362 1.3673 32.0294 -0.0159 0.0326 -0.0076
Si 4.1018 4.1018 32.0294 -0.0262 -0.0001 -0.0277
Si 9.5708 4.1018 32.0294 0.0345 0.0221 -0.0395
Si 1.3673 6.8362 32.0294 -0.0386 0.004 -0.003
Si 6.8362 6.8362 32.0294 0.0229 -0.0209 0.0021
Si 4.1018 9.5708 32.0294 -0.0024 -0.0449 -0.0364
Si 9.5708 9.5708 32.0294 0.0221 -0.0549 -0.0185
Si 2.7345 0 0.6835 -0.0048 0.0003 0.0141
Si 8.2035 0 0.6835 -0.0248 0.0307 0.0208
Si 0 2.7345 0.6835 -0.0434 0.0162 -0.007
Si 5.469 2.7345 0.6835 0.0071 -0.0335 0.0278
Si 2.7345 5.469 0.6835 0.0299 0.0155 0.0272
Si 8.2035 5.469 0.6835 0.0098 -0.0099 0.009
Si 0 8.2035 0.6835 0.0177 0.0358 0.0407
Si 5.469 8.2035 0.6835 -0.0414 0.0339 0.0003
Si 4.1018 1.3673 2.0507 -0.1072 -0.0248 0.0131
Si 9.5708 1.3673 2.0507 0.1306 0.039 -0.0424
Si 1.3673 4.1018 2.0507 -0.0327 -0.0374 0.0056
Si 6.8362 4.1018 2.0507 0.0328 0.0834 0.0161
Si 4.1018 6.8362 2.0507 0.009 -0.0143 -0.0057
Si 9.5708 6.8362 2.0507 -0.0248 -0.0464 0.0417
Si 1.3673 9.5708 2.0507 0.0119 -0.0205 0.0481
Si 6.8362 9.5708 2.0507 -0.0378 -0.1348 -0.0385
Si 0 0 3.418 -0.0885 0.3683 -0.3111
Si 5.469 0 3.418 -0.1035 -0.2131 0.3368
Si 2.7345 2.7345 3.418 -0.0537 -0.3283 -0.1883
Si 8.2035 2.7345 3.418 0.1378 0.0035 0.1422
Si 0 5.469 3.418 -0.0103 -0.0679 -0.0203
Si 5.469 5.469 3.418 0.2003 0.2568 -0.3039
Si 2.7345 8.2035 3.418 0.1159 0.016 0.0608
Si 8.2035 8.2035 3.418 -0.4961 0.0466 -0.165
Si 1.3627 1.3499 4.7978 0.0027 0.0017 -0.0003
Si 6.8439 1.3594 4.7912 -0.003 -0.0028 -0.0172
Si 4.1329 4.0823 4.7078 -0.0031 0.0003 -0.0142
Si 9.5791 4.1091 4.8092 -0.0059 -0.0037 -0.0076
Si 1.354 6.8473 4.7652 -0.0028 0.0006 0.0018
Si 6.7889 6.8674 4.8158 -0.0036 0.0028 0.0007
Si 4.0916 9.5351 4.8512 0.008 0.0068 -0.0117
Si 9.481 9.6571 4.711 0.0036 0.0021 -0.0072
Si 2.659 -0.0923 6.2075 -0.001 -0.0012 -0.0014
Si 8.1436 -0.0053 6.221 0.0036 0.0007 0.0089
Si 0.0054 2.7357 6.1881 -0.0063 0.0043 -0.0006
Si 5.4796 2.7379 6.101 0.0049 0.0013 0.0054
Si 2.7532 5.413 6.0318 -0.0139 0.0062 0.0161
Si 8.1928 5.4943 6.1412 0.0106 -0.0007 0.0066
Si -0.1151 8.2651 5.9651 0.0073 -0.0129 0.0109
Si 5.3828 8.1506 6.324 -0.0037 -0.0046 0.0013
Si 3.874 1.5552 7.3349 0.0025 -0.011 -0.0031
Si 9.7936 1.1514 7.4844 -0.0105 0.0269 -0.007
Si 1.7002 3.847 7.4146 -0.0157 0.0184 -0.0216
Si 6.6636 4.3041 7.444 0.0228 -0.0095 -0.017
Si 4.2605 6.3763 7.5489 -0.0141 0.0109 -0.0301
Si 9.2934 7.1812 7.3595 0.0097 -0.0297 -0.0403
Si 0.938 9.7088 7.4635 0.0171 -0.0107 -0.0234
Si 6.9836 9.3451 7.6029 -0.0154 0.0113 -0.0168
O 1.3833 4.1546 24.7196 0.0072 -0.0072 -0.0201
O 6.8069 9.5894 24.6666 0.0038 -0.0061 -0.0173
O 2.7804 2.6743 7.8475 0.0132 -0.0114 0.0186
O 8.1555 8.2306 7.9826 0.0028 0.0072 0.0245
O 5.5112 5.37 7.94 -0.0049 0.0055 0.0208
O -0.0586 -0.0023 7.9538 -0.0085 0.0034 0.019
O 4.0224 6.9299 24.8754 0.0014 -0.0011 -0.0192
O 9.7294 1.3196 24.674 -0.0037 0.0053 -0.0167
O 1.1606 8.764 8.816 0.001 -0.0027 0.0139
O 1.4101 4.6237 8.8404 0.0011 0.0041 0.0127
O 9.2794 1.8618 8.8799 0.0021 -0.0054 0.0073
O 6.3566 9.9671 9.0204 0.0008 -0.0027 0.0085
O 4.5648 0.948 8.6833 -0.0071 0.0081 0.0001
O 3.4287 6.4736 8.9846 -0.0041 -0.0005 0.0196
O 7.4227 3.7817 8.8099 -0.003 0.0011 0.0112
O 10.2719 6.7057 8.6054 0.0086 0.0003 0.0206
O 2.796 2.0146 23.96 -0.0031 -0.0002 -0.005
O 5.0113 0.5081 23.8399 -0.0019 -0.0015 -0.0091
O 7.9608 2.7832 23.5275 -0.0005 0.0064 -0.0156
O 10.7947 6.2892 24.0224 -0.0025 0.0035 -0.0096
O 8.4899 7.6725 23.9079 -0.0022 0.0021 -0.0065
O 2.1756 8.8717 24.5737 0.0036 -0.0087 -0.0067
O 5.7418 5.349 23.7811 -0.0001 -0.002 0.003
O 0.7574 10.7946 23.6984 0.0066 -0.0107 -0.0108
Si 2.8989 9.4623 18.151 0.0035 -0.001 0.0025
Si 4.0832 5.2646 19.8939 0.002 0.004 -0.003
Si -1.3618 4.0152 19.682 0.0059 -0.0036 0.0039
Si 4.1015 1.6372 23.0603 0.0054 0.005 0.0105
Si 12.6535 -1.3901 23.2051 0.0036 -0.0057 0.0054
Si 12.091 -3.8364 16.7307 -0.0009 -0.0016 0.0059
Si -0.0367 8.1415 21.1372 0.0043 -0.0051 0.0097
Si 15.9054 -3.7692 15.0235 0.0057 0.0043 0.0072
Si 3.5932 4.0217 12.3284 -0.0016 0.0032 -0.011
Si -5.5418 10.3367 14.5315 0.0041 -0.0067 0.0106
Si 7.5405 -1.8124 17.6413 -0.0009 -0.0018 0
Si 6.0764 4.5955 13.8486 -0.0023 0.0049 0.0096
Si 7.9134 10.9481 13.0764 -0.0057 -0.0014 0.0058
Si 0.2416 -3.2985 9.604 0.0057 -0.0068 -0.0211
Si -1.1038 9.2765 11.8514 -0.0062 -0.006 -0.0082
Si -1.5388 10.2638 19.5001 0.0018 -0.003 -0.0061
Si 2.358 -4.9608 14.2278 0.0027 0.0013 0.0069
Si 1.1619 -0.1959 12.9549 -0.0019 -0.0016 0.0053
Si 3.8686 0.7622 12.206 0.0086 -0.0013 -0.0042
Si 5.3758 4.4898 22.4499 -0.0056 -0.0036 0.0117
Si 2.7339 1.4018 17.3457 -0.005 0.0029 0.0048
Si 8.3391 2.9161 12.6947 0.0016 0.0028 -0.0034
Si 5.1557 7.4417 17.9488 0.0069 -0.0012 0.0036
Si 5.7016 0.3848 9.6827 0.0063 0.0014 -0.0111
Si 5.1246 2.4722 18.7678 0.0027 0.006 0.0055
Si -0.3709 1.7526 17.7041 -0.0002 0.0069 0.0049
Si -0.7883 1.383 14.5382 -0.006 0.0027 0.0077
Si 0.993 5.8637 19.3713 -0.0069 -0.0088 0.0026
Si 6.5336 0.0359 19.772 -0.0035 0.0018 -0.0039
Si 9.442 6.598 23.1482 -0.0029 -0.0148 0.0107
Si 8.1715 3.8283 22.2837 0.0047 -0.0029 0.0166
Si 13.2447 5.5933 9.8147 -0.001 0.002 -0.0265
Si 5.1334 2.181 15.8673 -0.0027 -0.0028 0.0012
Si 3.7223 -0.418 20.9863 0.0001 0.0036 0.0085
Si 0.4085 8.0736 14.0459 -0.0012 -0.0027 0.0046
Si 8.0525 2.563 9.6841 -0.0011 -0.0044 -0.0149
O 4.9261 11.112 11.1069 -0.0098 0.0023 0.0163
O 6.6841 -0.8588 13.6 -0.0044 0.003 0.0002
O 2.5269 5.3044 19.4386 0.0024 0.0004 0.0017
O 1.247 1.9896 17.6306 0.0019 -0.002 -0.0015
O 0.159 -3.0666 15.663 0.0006 0.0007 -0.0018
O 4.7036 6.6923 16.5724 -0.0025 0.0026 0.0008
O -5.6124 -0.7088 20.6382 0.002 -0.0026 0.0008
O 2.0329 6.0268 15.8374 -0.003 -0.0004 -0.0017
O 5.0851 4.6446 12.5519 -0.0011 -0.0004 0.0029
O 1.2591 6.682 10.4474 -0.0031 0.0028 0.011
O 6.148 1.6288 19.7143 -0.0009 -0.0029 0.0034
O 6.7511 -3.2113 17.892 -0.0014 0 0.0004
O -0.7509 0.4355 18.5918 -0.0016 -0.0008 0
O 3.0501 9.7687 22.2812 -0.0028 -0.0063 0.0047
O 0.802 8.4656 22.4616 -0.0021 0.0101 0.0026
O 7.435 1.5402 12.7685 -0.0036 -0.0008 0.0025
O 9.0966 0.1349 14.2351 0.0015 0.0026 -0.0018
O 9.0959 3.248 21.0634 -0.0003 0.0003 0.0028
O 3.6803 1.1398 21.5472 -0.0056 -0.0057 -0.0081
O 3.7858 2.3989 12.2463 -0.0022 -0.0003 0.0025
O 6.7466 4.253 21.6033 -0.0011 0.0047 -0.0057
O 10.9915 4.7359 20.0498 0.0142 -0.0008 0.0025
O 3.4874 2.0977 16.0579 -0.0014 -0.0004 0.0026
O 5.689 0.6517 15.568 0.0009 0.0009 -0.0008
O 2.7852 -0.8876 19.7011 -0.0039 -0.001 -0.0013
O 4.2004 0.0359 13.627 -0.0055 0.0021 -0.0042
O 6.1377 6.1091 14.5053 -0.0004 -0.0062 -0.0031
O 0.4628 6.1336 17.843 -0.0004 0.0001 0.0011
O 2.6444 -0.2187 17.1381 -0.0009 -0.0007 0.0036
O 5.8035 2.6232 17.2909 -0.0002 0.0023 0.0005
O 1.4209 -1.5891 13.7871 0.0025 0.0016 0.0015
O -0.8595 8.3488 10.5635 -0.0079 0.0056 0.0145
O -0.0306 -0.4439 11.8831 0.0015 0.0019 0.0042
O 13.9287 4.6605 10.9584 0.0049 -0.0101 0.0202
O 5.5317 3.3655 14.8157 -0.0002 0.0003 -0.0033
O 7.7987 -1.6793 16.0517 0.0028 0.0078 -0.0021
O 4.8617 3.9504 19.3469 -0.0032 -0.0015 0.002
O 8.7577 5.1523 22.9962 0.0029 0.0055 0.0026
O 3.6985 6.8903 14.0398 -0.0062 -0.003 -0.0003
O -1.2583 7.1957 21.6487 0.0017 0.0073 -0.0017
O 8.079 -0.1151 20.3421 -0.0001 0.0013 0.0073
O -0.9719 -2.5797 13.2187 -0.0009 0.0042 0.0005
O 4.8446 -4.3841 19.2661 -0.005 -0.0014 0.0008
O -6.6743 5.2545 21.5214 0.0006 0.0027 0.0035
O 8.936 9.0767 18.4802 0.001 0.0005 0.0063
O 0.7148 0.9476 14.0586 0.0023 -0.001 -0.0027
O 4.9055 3.0238 22.9275 0.0022 0.0038 -0.0011
O 10.4473 -1.3594 20.5244 -0.0017 -0.0015 0.0019
O 0.9185 7.2925 20.1425 0.0006 0.0032 0.0018
O -5.8409 8.8154 15.0776 -0.005 0.0016 -0.0025
O 8.4113 -0.8713 11.7912 -0.0001 -0.0023 0.002
O 7.5715 4.1969 13.3366 -0.0018 -0.0033 -0.0008
O -4.2898 -0.5596 18.2484 0.0022 0.0027 0.007
O 1.9287 8.2581 17.6108 -0.0027 0.0009 0.0011
O 10.0629 1.6501 16.1422 0.0005 -0.0016 0.0001
O 4.3984 8.8723 18.0496 -0.0049 -0.0025 0.003
O 13.2845 -10.6743 11.9547 -0.0032 0.002 0.0026
O 6.8813 1.4671 9.9281 -0.0005 0.001 0.0079
O 1.1076 -4.2308 13.471 -0.0035 0.0014 0.0017
O 2.6228 4.4891 13.591 0.0008 -0.0011 0.0003
O 9.677 2.6594 13.6167 -0.0002 -0.0009 0.002
O 8.6335 3.1488 11.1032 0.0017 0.0028 0.0083
O 3.6907 1.6894 18.648 0.0021 0.0033 -0.0022
O -1.1156 2.9859 18.4392 0.0041 -0.0066 -0.0025
H 8.4499 -1.0513 15.6899 -0.0056 -0.0053 0.0047
O -2.3982 5.184 19.2241 -0.7005 -0.1479 -0.0756
H -3.3542 4.9744 19.1392 0.6683 0.1536 0.0949

Results
free energy: -134561.923 eV
free energy less fixed offsets of H -15.97, O -568.88, Si -635.61 eV per atom: 0.857 eV

The program warned: the cutoff lies below the one the program advises for these potential files; the forces do not sum to zero within the program's tolerance; the exchange-correlation potential is rough where the density is thin.
